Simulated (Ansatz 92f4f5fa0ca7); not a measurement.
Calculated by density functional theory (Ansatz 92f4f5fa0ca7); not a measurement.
Periodic cell of 215 atoms, Si131O82P2, from a study of silicon, its oxide and their interface. The atomic structure is a simulated model.
Doubt: the cutoff is far below the 930 eV that the study's wrapper takes by default for these files, so forces and energies are approximate.
This geometry differs little from another in the collection (a relaxation step or a small displacement).

Settings
functional: PBE
potential files: Ansatz PAW
basis: plane waves
wave-function cutoff: 580 eV
density cutoff ratio: 5
exchange-correlation grid ratio: 1
k mesh: 1 x 1 x 1, Gamma-centred
self-consistency stop: 5e-08 eV per atom in the density residual
occupations: fixed
spin: none
net charge: 0

Cell vectors (angstrom)
a, 10.938, 0, 0
b, 0, 10.938, 0
c, 0, 0, 31.5432

Atoms: element, x, y, z (angstrom)
Si, 10.4382, 0.5699, 24.3171
Si, 6.0332, 10.5035, 24.1122
Si, 2.131, 3.2462, 24.0519
Si, 8.703, 2.254, 24.2674
Si, 0.4973, 5.0507, 24.1288
Si, 5.0466, 5.8967, 24.1583
Si, 3.3862, 7.6524, 24.1263
Si, 7.8239, 8.8287, 23.9626
Si, 1.3413, 1.4822, 25.4351
Si, 6.9103, 1.3069, 25.4576
Si, 4.0228, 4.1066, 25.3014
Si, 9.66, 4.0978, 25.3864
Si, 1.4868, 6.817, 25.3356
Si, 6.8883, 6.9487, 25.2181
Si, 4.2217, 9.5339, 25.314
Si, 9.5209, 9.6417, 25.4135
Si, 2.778, 0.0055, 26.6293
Si, 8.2124, -0.0154, 26.9109
Si, 0.0096, 2.7775, 26.8888
Si, 5.4483, 2.7381, 26.6459
Si, 2.7515, 5.449, 26.8092
Si, 8.2212, 5.5228, 26.6102
Si, 0.0356, 8.2103, 26.6346
Si, 5.5416, 8.2027, 26.7697
Si, 4.1131, 1.3662, 28.062
Si, 9.5808, 1.3831, 28.2067
Si, 1.382, 4.1337, 28.2057
Si, 6.8368, 4.1325, 28.0159
Si, 4.1409, 6.8348, 28.1224
Si, 9.5947, 6.8471, 28.0441
Si, 1.3946, 9.582, 28.0375
Si, 6.8326, 9.5537, 28.2054
Si, 0.0294, -0.0181, 29.4888
Si, 5.4507, 0.0145, 29.497
Si, 2.7531, 2.7183, 29.4916
Si, 8.1746, 2.7693, 29.4813
Si, -0.0188, 5.4973, 29.4994
Si, 5.4892, 5.4577, 29.4765
Si, 2.7404, 8.2073, 29.4629
Si, 8.2316, 8.1783, 29.4945
Si, 1.3673, 1.3673, 30.8594
Si, 6.8362, 1.3673, 30.8594
Si, 4.1018, 4.1018, 30.8594
Si, 9.5708, 4.1018, 30.8594
Si, 1.3673, 6.8362, 30.8594
Si, 6.8362, 6.8362, 30.8594
Si, 4.1018, 9.5708, 30.8594
Si, 9.5708, 9.5708, 30.8594
Si, 2.7345, 0, 0.6835
Si, 8.2035, 0, 0.6835
Si, 0, 2.7345, 0.6835
Si, 5.469, 2.7345, 0.6835
Si, 2.7345, 5.469, 0.6835
Si, 8.2035, 5.469, 0.6835
Si, 0, 8.2035, 0.6835
Si, 5.469, 8.2035, 0.6835
Si, 4.1101, 1.355, 2.0493
Si, 9.535, 1.3946, 2.0501
Si, 1.328, 4.1352, 2.0607
Si, 6.8416, 4.0791, 2.0594
Si, 4.0692, 6.8635, 2.0492
Si, 9.5895, 6.8177, 2.0468
Si, 1.3733, 9.5657, 2.0587
Si, 6.8329, 9.57, 2.0612
Si, -0.0307, 0.0081, 3.3443
Si, 5.4631, -0.0124, 3.4644
Si, 2.6991, 2.7243, 3.3438
Si, 8.174, 2.7124, 3.5144
Si, -0.037, 5.4828, 3.5119
Si, 5.4355, 5.4622, 3.337
Si, 2.7217, 8.2094, 3.5045
Si, 8.2303, 8.1851, 3.3812
Si, 1.3072, 1.3705, 4.6512
Si, 6.8252, 1.2989, 4.8998
Si, 4.0551, 4.1098, 4.6346
Si, 9.5226, 4.1063, 4.9163
Si, 1.3166, 6.8711, 4.9167
Si, 6.8451, 6.8044, 4.6545
Si, 4.111, 9.5751, 4.8765
Si, 9.5747, 9.565, 4.7177
Si, 2.6293, 0.0468, 6.0879
Si, 8.2861, -0.1026, 6.2277
Si, -0.0107, 2.6629, 6.1447
Si, 5.3561, 2.7432, 6.0586
Si, 2.7339, 5.4222, 6.1132
Si, 8.035, 5.4756, 6.2045
Si, -0.0468, 8.3443, 6.2546
Si, 5.5356, 8.091, 6.1087
Si, 3.4556, 1.9448, 7.1372
Si, 10.077, 0.8656, 7.4121
Si, 1.7722, 3.6436, 7.2796
Si, 6.1613, 4.4953, 7.3605
Si, 4.6075, 6.2699, 7.2184
P, 9.111, 7.238, 7.2019
Si, 0.9134, 10.1928, 7.4894
P, 7.4454, 8.8643, 7.225
O, 4.5699, 6.5976, 8.841
O, 1.3729, 3.9654, 8.8675
O, 9.7586, 6.5176, 8.5596
O, 1.2987, 10.1358, 9.1239
O, 6.041, 4.2135, 9.0048
O, 3.6835, 1.6394, 8.7423
O, 7.1799, 8.9415, 8.8599
O, 9.7241, 1.1386, 9.0098
O, 8.2667, 2.5223, 22.6964
O, 11.0025, 5.5326, 22.5992
O, 5.6105, 0.0792, 22.597
O, 5.2823, 5.4107, 22.5877
O, 2.1674, 2.8123, 22.4413
O, 3.319, 7.8592, 22.4734
O, 8.3716, 8.7405, 22.3797
O, -0.1399, 11.2157, 22.7368
Si, 2.1363, 2.9533, 12.8144
Si, 8.6992, 1.301, 10.2522
Si, 1.0511, 4.4858, 15.2843
Si, 7.5711, 5.5728, 12.0955
Si, 2.418, 8.1751, 21.1598
Si, 5.4489, 7.7934, 12.342
Si, 9.2776, 0.4432, 15.4248
Si, 2.9248, -0.0559, 16.5935
Si, 10.4532, 1.1403, 12.5342
Si, 7.7648, 2.8217, 21.1919
Si, 9.1134, 8.7685, 14.3553
Si, 1.4575, 4.7615, 10.2767
Si, 4.4883, 9.4696, 19.0812
Si, 11.0744, 6.0924, 21.0725
Si, 6.6186, 10.4451, 14.7707
Si, 5.3832, 0.7227, 21.1276
Si, 2.3459, 9.7939, 10.3349
Si, 0.4316, 10.64, 21.3495
Si, 5.8492, 5.2539, 21.0825
Si, 3.6253, 7.0672, 10.0509
Si, 9.041, 5.6917, 14.7676
Si, 3.6609, 4.0914, 19.0307
Si, 10.0271, 3.6613, 19.2584
Si, 4.2822, 8.6714, 15.2565
Si, 0.4549, 1.9013, 17.1062
Si, 6.8064, 7.524, 19.1937
Si, 5.2649, 3.6129, 16.6789
Si, 7.7909, 5.0073, 17.4512
Si, 6.6869, 9.8858, 10.1443
Si, 4.4019, 1.0139, 10.0255
Si, -0.0651, 9.0622, 11.7966
Si, 9.1002, 8.6325, 20.9085
Si, 4.5501, 1.6628, 14.5143
Si, 2.4478, 2.0968, 21.0023
Si, 6.345, 3.3059, 10.3192
Si, 3.443, 5.9075, 16.6443
Si, 9.866, 6.5339, 10.2091
O, 0.1194, 2.6164, 18.5334
O, 2.9473, 9.6309, 15.4958
O, 10.8479, 4.8088, 20.0884
O, 7.5921, 2.3953, 9.825
O, 10.8982, 5.3434, 10.6733
O, 6.6206, 6.7352, 12.7461
O, 10.3029, 8.0615, 10.6304
O, 7.6528, 9.4566, 13.8977
O, 8.4013, 6.1941, 10.8307
O, 5.3494, 10.4803, 20.0181
O, 2.1427, 3.7321, 11.3646
O, 7.9855, 8.5365, 19.7126
O, 6.2221, 6.7227, 20.4942
O, 5.5125, 2.7041, 15.3462
O, 1.2959, 0.9448, 20.668
O, 6.1105, 8.9779, 11.3841
O, 4.6324, 4.9757, 16.0384
O, 6.6056, 3.895, 17.5678
O, 10.485, 10.6402, 11.7588
O, 5.5792, 0.4956, 13.9216
O, 8.0125, 5.0849, 15.85
O, 9.7507, 9.8046, 15.4549
O, -0.4016, 5.1623, 15.0802
O, 1.5727, 6.8269, 20.7567
O, 1.5126, 0.6264, 17.1178
O, 6.5976, 1.7567, 20.771
O, 1.0105, 1.7594, 12.7303
O, 3.2557, 5.5013, 18.2442
O, 9.4898, 1.9808, 11.5215
O, 0.9972, 3.0893, 16.1265
O, 8.6197, 5.1733, 13.2798
O, 10.2216, 8.5069, 13.1791
O, 1.453, 9.4035, 21.6101
O, 10.069, 9.9447, 20.5854
O, 3.2334, 0.1608, 10.8319
O, 5.1317, 2.2809, 10.7914
O, 1.6957, 4.123, 13.8448
O, 7.9447, 10.8147, 10.6275
O, 9.1444, 4.4617, 18.1494
O, 5.6527, 9.4939, 15.7074
O, 5.5305, -0.0737, 9.5604
O, 3.5786, 2.3053, 13.3358
O, 1.9892, 5.6239, 15.9693
O, 9.7213, 1.0734, 13.9833
O, 4.3755, 6.9357, 11.4779
O, 4.7524, 4.5004, 20.1581
O, 9.9606, 1.3007, 16.6019
O, 6.7085, 4.2771, 11.5893
O, 5.5939, 8.3953, 18.5228
O, 9.0601, 2.7424, 20.203
O, 3.61, 1.1282, 15.7263
O, 4.2224, 3.0789, 17.8468
O, 9.9232, 7.2235, 20.8665
O, 3.3235, 8.6382, 9.7454
O, 3.9484, 7.4074, 16.2402
O, 7.6442, 0.4648, 15.6264
O, 8.8995, 7.3019, 14.9848
O, 3.93, 1.4406, 21.094
O, 1.5665, 9.1226, 11.6271
O, 2.3074, 6.138, 10.1159
O, 7.3597, 6.4513, 18.0867
O, 7.2055, 4.3513, 21.0982
O, 4.6187, 8.303, 13.6754
O, 3.346, 8.64, 19.9085
O, 2.4967, 3.2492, 19.8225
O, 3.7415, 10.336, 17.9067

Results
free energy: -131423.309 eV
free energy less fixed offsets of O -568.88, P -755.39, Si -635.61 eV per atom: 0.541 eV

Forces (eV/angstrom), in the order of the atoms: element, x, y, z
Si, -0.0029, -0.0021, -0.0046
Si, -0.0037, -0.0049, -0.0009
Si, -0.001, 0.0025, -0.0039
Si, 0.0043, 0.0002, -0.0012
Si, 0.0006, -0.0024, -0.0006
Si, -0.0031, 0.0005, -0.0029
Si, 0.0005, 0.0004, -0.0017
Si, -0.0005, 0.0026, -0.0003
Si, -0.0002, 0.0011, 0.0036
Si, 0.0021, -0.0012, 0.0009
Si, 0.0016, -0.0022, 0.0022
Si, -0.0016, -0.0005, 0.001
Si, 0.0013, -0.0019, 0.0017
Si, 0.0006, -0.0008, 0.0023
Si, 0.0008, -0.0004, 0.0008
Si, 0.0006, 0.0001, 0.003
Si, 0.0011, -0.0023, 0.0015
Si, -0.0006, 0.0004, -0.0164
Si, -0.0001, 0.0008, -0.0148
Si, -0.0004, 0.0004, 0.0016
Si, -0.002, 0.001, -0.0114
Si, 0.0009, -0.0012, 0.0021
Si, -0.0001, -0.0003, 0.0012
Si, -0.0001, 0.0017, -0.009
Si, -0.0013, 0.0001, -0.0014
Si, 0.0012, 0.0005, 0.0167
Si, 0.0035, 0.0005, 0.0133
Si, 0, 0.0014, -0.0014
Si, 0.0029, 0.0004, 0.0103
Si, -0.0003, 0.001, -0.002
Si, -0.0007, 0.001, -0.0019
Si, -0.0014, -0.0027, 0.012
Si, -0.0001, 0.0009, -0.0015
Si, 0.0008, -0.0012, -0.0021
Si, 0.0002, 0.0002, -0.001
Si, 0.001, -0.0005, -0.0032
Si, -0.0011, 0.0003, -0.0016
Si, -0.0014, -0.0003, -0.0002
Si, 0.001, -0.0001, -0.002
Si, 0.0006, -0.0003, -0.0009
Si, 0.1549, -0.0993, 0.0599
Si, -0.1274, 0.1197, -0.101
Si, 0.1666, -0.0883, -0.0327
Si, -0.1425, 0.1263, -0.0788
Si, 0.0032, 0.1879, -0.1307
Si, 0.1034, -0.2025, 0.0133
Si, -0.1228, 0.051, -0.0882
Si, 0.1926, -0.0824, 0.014
Si, 0.0585, -0.1342, 0.0812
Si, -0.1561, 0.141, 0.0015
Si, -0.1903, 0.1379, 0.023
Si, 0.0855, -0.1093, 0.0573
Si, -0.1864, 0.1212, 0.0127
Si, 0.0731, -0.1759, 0.1388
Si, 0.1951, -0.0895, 0.0794
Si, -0.124, 0.1283, 0.0196
Si, -0.0023, 0.0015, 0.0041
Si, 0.0035, -0.0008, -0.0022
Si, 0.0021, -0.0004, 0.0007
Si, -0.0007, 0.0025, -0.0006
Si, 0, -0.0039, -0.0016
Si, -0.0023, 0.0007, 0.0003
Si, -0.0026, 0.0024, -0.0003
Si, -0.0004, 0.003, -0.0008
Si, -0.0141, -0.0128, -0.0092
Si, -0.0006, -0.0002, 0.0018
Si, -0.0034, -0.0082, -0.0183
Si, -0.0033, -0.0028, 0
Si, -0.0039, -0.0018, 0.0026
Si, 0.01, 0.011, -0.01
Si, 0.0071, 0.0052, -0.0006
Si, 0.0045, -0.0028, -0.007
Si, 0.0062, 0.0102, 0.0191
Si, 0.0091, 0.0014, -0.0071
Si, 0.0018, -0.0007, 0.0256
Si, 0.0027, 0.0032, -0.0069
Si, -0.001, -0.006, -0.0028
Si, -0.0058, -0.0057, 0.0032
Si, -0.0076, 0.0031, -0.0097
Si, 0.006, 0.0071, 0.0006
Si, 0.0017, 0.0004, -0.0108
Si, -0.0074, 0.0036, -0.0095
Si, 0.0051, -0.0148, 0.0013
Si, -0.0059, 0.0089, -0.0064
Si, 0.0095, -0.0038, -0.0052
Si, 0.0017, -0.0098, -0.0041
Si, 0.0006, 0.0041, -0.0124
Si, 0.0022, -0.0007, -0.0019
Si, -0.0006, -0.0005, 0.0159
Si, -0.0062, 0.0034, -0.0015
Si, -0.0005, 0.0002, 0.0029
Si, -0.0015, 0.0038, -0.0085
Si, 0.0048, 0.0037, 0.0043
P, -0.034, -0.0033, 0.0344
Si, -0.0101, 0.0012, 0.0021
P, 0.0193, 0.0206, 0.0269
O, -0.0012, -0.0029, 0.0008
O, 0.0027, -0.0041, -0.0032
O, 0.0097, 0.0064, 0.002
O, 0, 0.0016, 0.003
O, -0.0032, -0.0024, 0.0098
O, 0.0052, -0.0034, 0.0058
O, 0.0062, -0.0128, -0.0017
O, 0.004, -0.0005, 0.0036
O, 0.0008, -0.0003, -0.0005
O, 0.0005, -0.0005, 0
O, 0.0004, 0.0007, -0.0007
O, 0.0004, 0.001, 0.0013
O, 0.0006, 0.0003, 0.0022
O, -0.0024, 0.0014, -0.0037
O, -0.0009, -0.0009, 0
O, 0.0039, -0.0025, -0.0037
Si, -0.0013, -0.0025, 0.0018
Si, -0.0034, -0.0025, 0.0044
Si, 0.0028, -0.0004, -0.0049
Si, -0.0029, 0.0028, -0.0025
Si, 0.0007, 0.0005, 0.0047
Si, 0.0026, 0.0028, -0.008
Si, 0.0013, -0.0019, -0.0018
Si, 0.0009, -0.0015, -0.0019
Si, 0.0025, -0.0015, -0.0008
Si, -0.0015, -0.0011, 0.0024
Si, -0.0007, -0.0006, -0.004
Si, -0.0017, 0.0003, 0.0109
Si, -0.0005, -0.0004, 0.001
Si, -0.0003, 0.001, 0.0016
Si, 0.0013, -0.0016, -0.003
Si, 0.0009, 0.0015, 0.0027
Si, 0.001, -0.0026, 0.01
Si, 0.0004, -0.0021, 0.0077
Si, 0.0009, -0.0005, 0.0003
Si, 0.003, 0.0012, 0.0084
Si, 0.0006, 0, -0.0025
Si, 0.0002, 0.0004, 0.0002
Si, 0.0002, -0.0003, -0.0003
Si, -0.0003, -0.0007, -0.0027
Si, -0.0012, -0.0011, -0.0021
Si, 0.0005, 0.0004, 0.0004
Si, -0.0006, -0.0002, -0.0012
Si, 0.0007, 0, -0.0007
Si, 0.0067, -0.0126, -0.0049
Si, 0.0103, -0.0078, 0.0009
Si, 0.002, -0.0011, -0.0018
Si, 0.0009, 0, 0.001
Si, -0.0015, -0.0009, -0.0018
Si, 0.0006, -0.001, 0.0023
Si, 0.004, -0.003, 0.0055
Si, 0.0001, 0.0003, -0.0027
Si, 0.0037, -0.0063, 0.0019
O, 0.0004, 0.0001, -0.0018
O, 0.0009, -0.0004, 0.0005
O, 0.0004, 0.0009, -0.002
O, -0.0017, 0.0019, -0.0007
O, -0.0029, 0.0029, -0.0012
O, 0.0039, -0.0041, -0.0068
O, 0.0052, 0.0084, 0.0042
O, 0.0005, 0.0015, 0.0029
O, -0.0061, -0.0056, 0.0024
O, -0.0005, -0.0007, -0.0019
O, -0.0001, 0.0023, -0.0032
O, 0.0001, -0.0001, -0.0014
O, -0.0007, -0.0031, -0.0007
O, 0.0006, 0, 0.0004
O, 0.0001, -0.0015, -0.0004
O, -0.0058, -0.0049, 0.0076
O, -0.0008, 0.0001, -0.0001
O, 0, 0.0001, -0.002
O, 0.0019, 0.0012, -0.0001
O, -0.0005, 0, 0.0005
O, -0.0004, -0.0004, -0.0005
O, -0.0008, 0.0002, -0.0025
O, 0.0022, -0.0002, -0.0009
O, 0, -0.0004, -0.0026
O, -0.0007, 0.001, -0.0013
O, 0.0001, -0.0003, -0.0019
O, -0.0031, 0.0004, -0.0013
O, 0.0009, -0.0017, -0.001
O, -0.0009, -0.0026, -0.0024
O, 0.0008, 0.0012, -0.0014
O, -0.001, 0.0005, -0.0025
O, 0.0003, 0.0002, -0.0012
O, -0.0014, 0.0034, -0.0086
O, 0.0007, -0.0011, -0.0004
O, 0.0055, 0.001, -0.0092
O, 0.0004, -0.0045, -0.0086
O, -0.0027, -0.0033, 0.0016
O, -0.0005, 0.0047, -0.0051
O, 0.001, -0.0011, -0.0009
O, -0.0001, -0.0005, -0.002
O, -0.021, 0.0198, -0.0015
O, -0.0021, 0.0011, -0.0012
O, -0.0019, -0.0034, -0.0022
O, 0.0029, -0.0001, -0.0042
O, 0.0021, 0.0025, -0.0013
O, 0.0015, 0.0004, -0.001
O, 0.0013, -0.0004, -0.0023
O, 0.0013, 0.0034, 0
O, 0.0001, 0.0007, -0.0001
O, -0.0016, -0.0001, -0.0015
O, 0.0006, 0.0002, -0.001
O, -0.0002, -0.0001, -0.0007
O, 0.0005, -0.0003, -0.0025
O, -0.0025, 0.0013, -0.0048
O, -0.0006, -0.0011, -0.0025
O, -0.0002, -0.0004, -0.0019
O, 0.0016, 0.0026, -0.0009
O, 0.0009, -0.0007, -0.0027
O, -0.0075, -0.0002, -0.0029
O, 0.003, 0.0001, -0.0054
O, 0, -0.0003, -0.0019
O, -0.0016, 0, -0.0025
O, -0.0007, 0.0015, 0.0025
O, 0.0005, -0.0007, 0.0002
O, -0.0001, -0.0002, -0.0017
O, 0.0001, -0.0005, -0.0014

The program warned: the cutoff lies below the one the program advises for these potential files; the exchange-correlation potential is rough where the density is thin.
